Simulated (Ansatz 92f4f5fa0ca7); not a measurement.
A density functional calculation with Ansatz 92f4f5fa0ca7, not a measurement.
Periodic cell of 223 atoms, Si133O90, from a study of silicon, its oxide and their interface. The atomic structure is a simulated model.

Settings: functional PBE; potential files Ansatz PAW; basis plane waves; wave-function cutoff 700 eV; density cutoff ratio 5; exchange-correlation grid ratio 1; k mesh 2 x 2 x 1, shifted by 0.5 0.5 0.5 of a step; self-consistency stop 5e-08 eV per atom in the density residual; occupations fixed; spin none; net charge 0.

Cell vectors (angstrom)
a, 10.938, 0, 0
b, 0, 10.938, 0
c, 0, 0, 32.3112

Atoms: element, x, y, z (angstrom)
Si, -0.0864, 0.334, 24.8118
Si, 5.3851, 0.4619, 24.9164
Si, 3.0264, 2.5747, 24.9324
Si, 8.4285, 2.4364, 24.8074
Si, -0.5191, 5.8064, 24.6303
Si, 5.5146, 5.7352, 25.0229
Si, 3.3665, 8.0142, 24.4905
Si, 8.3699, 8.2983, 24.7356
Si, 1.4091, 1.4598, 26.2248
Si, 6.9196, 1.4509, 26.3118
Si, 4.2083, 4.1544, 26.1915
Si, 9.4944, 4.1437, 26.0651
Si, 1.1348, 6.7026, 26.1176
Si, 6.9286, 7.0671, 26.2421
Si, 4.2311, 9.64, 26.0055
Si, 9.6618, 9.6774, 26.1109
Si, 2.7461, -0.0425, 27.4712
Si, 8.2351, -0.0268, 27.551
Si, -0.0321, 2.8136, 27.5114
Si, 5.4803, 2.7688, 27.595
Si, 2.7022, 5.4613, 27.4834
Si, 8.1805, 5.4983, 27.5172
Si, -0.0393, 8.2039, 27.5277
Si, 5.4454, 8.289, 27.5431
Si, 4.1018, 1.3673, 28.893
Si, 9.5708, 1.3673, 28.893
Si, 1.3673, 4.1018, 28.893
Si, 6.8362, 4.1018, 28.893
Si, 4.1018, 6.8362, 28.893
Si, 9.5708, 6.8362, 28.893
Si, 1.3673, 9.5708, 28.893
Si, 6.8362, 9.5708, 28.893
Si, 0, 0, 30.2602
Si, 5.469, 0, 30.2602
Si, 2.7345, 2.7345, 30.2602
Si, 8.2035, 2.7345, 30.2602
Si, 0, 5.469, 30.2602
Si, 5.469, 5.469, 30.2602
Si, 2.7345, 8.2035, 30.2602
Si, 8.2035, 8.2035, 30.2602
Si, 1.3673, 1.3673, 31.6275
Si, 6.8362, 1.3673, 31.6275
Si, 4.1018, 4.1018, 31.6275
Si, 9.5708, 4.1018, 31.6275
Si, 1.3673, 6.8362, 31.6275
Si, 6.8362, 6.8362, 31.6275
Si, 4.1018, 9.5708, 31.6275
Si, 9.5708, 9.5708, 31.6275
Si, 2.7345, 0, 0.6835
Si, 8.2035, 0, 0.6835
Si, 0, 2.7345, 0.6835
Si, 5.469, 2.7345, 0.6835
Si, 2.7345, 5.469, 0.6835
Si, 8.2035, 5.469, 0.6835
Si, 0, 8.2035, 0.6835
Si, 5.469, 8.2035, 0.6835
Si, 4.1018, 1.3673, 2.0507
Si, 9.5708, 1.3673, 2.0507
Si, 1.3673, 4.1018, 2.0507
Si, 6.8362, 4.1018, 2.0507
Si, 4.1018, 6.8362, 2.0507
Si, 9.5708, 6.8362, 2.0507
Si, 1.3673, 9.5708, 2.0507
Si, 6.8362, 9.5708, 2.0507
Si, 0, 0, 3.418
Si, 5.469, 0, 3.418
Si, 2.7345, 2.7345, 3.418
Si, 8.2035, 2.7345, 3.418
Si, 0, 5.469, 3.418
Si, 5.469, 5.469, 3.418
Si, 2.7345, 8.2035, 3.418
Si, 8.2035, 8.2035, 3.418
Si, 1.4673, 1.2426, 4.687
Si, 6.8006, 1.3205, 4.8829
Si, 4.1264, 4.092, 4.7588
Si, 9.57, 4.0661, 4.7715
Si, 1.3699, 6.8505, 4.7645
Si, 6.8365, 6.8207, 4.7607
Si, 4.1831, 9.5421, 4.8726
Si, 9.537, 9.6302, 4.7948
Si, 2.7818, -0.0188, 6.2115
Si, 8.0933, -0.1149, 6.3402
Si, 0.0709, 2.5935, 5.9134
Si, 5.3876, 2.7158, 6.2365
Si, 2.8411, 5.5646, 6.0734
Si, 8.192, 5.4469, 6.1119
Si, -0.0485, 8.1945, 6.0755
Si, 5.5923, 8.1641, 6.2891
Si, 3.6433, 1.744, 7.5963
Si, 10.3102, 1.3207, 7.7676
Si, 1.5165, 3.9509, 7.037
Si, 6.5831, 4.3366, 7.44
Si, 4.3765, 6.5955, 7.578
Si, 9.1959, 7.1647, 7.3464
Si, 1.1838, 9.6774, 7.4088
Si, 7.4828, 8.8708, 7.6056
O, 12.8339, 7.7884, 25.1288
O, 4.1552, 1.4675, 24.4507
O, 9.7157, 6.6157, 8.8489
O, -2.2053, 0.9554, 7.4707
O, 7.6038, 2.9076, 23.4432
O, 3.1726, 10.6138, 22.0275
O, 5.4758, 5.4371, 8.0189
O, 0.1423, -0.1117, 7.9518
O, 7.3307, 3.6556, 8.7363
O, 7.343, 9.0322, 9.2713
O, 11.2542, 4.6999, 7.879
O, 1.7698, 8.914, 8.7404
O, 3.9171, 1.2176, 9.134
O, 2.5279, 2.9392, 7.8837
O, 10.5739, 2.0853, 9.1789
O, 3.7509, 7.1991, 8.9952
O, 7.8661, 9.0412, 23.3213
O, 9.5998, 1.3398, 24.3409
O, 6.496, 5.2761, 23.7905
O, 2.2869, 3.1669, 23.5883
O, 11.7139, -0.2419, 23.5052
O, -1.5376, 7.0938, 24.3042
O, 3.0717, 8.2344, 22.8975
O, 6.3044, 11.176, 23.5678
Si, 12.4889, -0.0406, 22.0696
Si, 7.1777, 4.2973, 22.6901
Si, 5.5922, 15.6019, 20.0508
Si, 10.652, 1.4455, 13.1674
Si, 5.4342, -0.9732, 12.345
Si, 2.0314, 1.3033, 14.8883
Si, 4.6447, 1.6022, 13.3669
Si, -0.7315, 4.9648, 22.4114
Si, 10.6489, 4.8602, 17.9882
Si, 11.126, 3.4946, 15.114
Si, 10.1566, 2.8847, 10.5268
Si, 3.9079, 9.1605, 21.856
Si, 7.5158, 5.6602, 11.9328
Si, 9.78, 9.5549, 12.6929
Si, 8.079, 0.5662, 19.9644
Si, 5.7183, 3.2251, 15.54
Si, 8.8721, 7.8567, 15.1037
Si, 7.7363, 8.5237, 10.7767
Si, 12.3405, 5.257, 20.3342
Si, 13.7611, 8.5869, 17.1929
Si, -0.0238, -0.6954, 19.6353
Si, 6.3058, 6.1784, 14.7666
Si, 10.6616, 7.9864, 17.5042
Si, 2.1064, 11.3856, 17.7891
Si, 10.9139, 5.5592, 9.2063
Si, 8.1793, 14.389, 19.0992
Si, 6.786, 10.0141, 22.5441
Si, -0.6228, 5.7891, 13.316
Si, 6.9305, 1.5213, 17.5245
Si, 2.3003, 7.6538, 9.6148
Si, 1.4287, 3.0074, 22.2153
Si, 3.8389, 8.0089, 14.3759
Si, 3.7665, 7.1488, 19.6447
Si, 4.297, 2.6653, 18.136
Si, 12.3337, 7.8533, 12.5068
Si, 7.165, 3.1323, 10.2714
Si, 4.6769, 1.1625, 10.5614
O, 7.0036, 4.5707, 19.2386
O, 3.993, 1.9005, 11.8779
O, 13.3533, 6.5046, 20.2668
O, 0.0529, 16.6623, 21.1666
O, 4.7788, 6.754, 14.8478
O, -1.3307, 4.1914, 19.0516
O, 6.4485, 4.7059, 15.4995
O, -4.1628, 4.4007, 11.216
O, 9.8509, 6.6579, 14.6095
O, 7.3806, 7.2453, 15.4235
O, 12.0682, 4.7841, 18.7857
O, 9.5519, 8.5318, 16.428
O, 5.2698, 2.973, 13.9871
O, 8.8457, 8.9581, 13.902
O, 0.288, 4.6293, 13.9661
O, 2.3286, 8.1019, 11.1825
O, -1.9438, 5.2563, 12.5201
O, 7.2441, -0.2251, 21.1335
O, 1.2601, 8.1374, 16.9625
O, 10.2775, 6.4255, 17.7604
O, 12.0796, 0.8022, 13.6271
O, 6.0033, 4.1326, 21.5513
O, 14.4562, 8.8261, 15.7459
O, 8.5885, 2.5735, 10.7954
O, 10.1276, 2.3395, 14.4634
O, 3.8855, -2.3285, 20.3399
O, 13.0341, 4.0207, 21.1355
O, 2.4156, 7.5182, 13.7361
O, 1.695, 2.869, 15.2358
O, 13.8855, 10.0019, 18.0161
O, 7.619, 6.8971, 10.8732
O, 11.3608, 9.1338, 12.8232
O, 3.6158, 7.4255, 18.0395
O, 6.5214, 1.8022, 15.9437
O, 5.0578, 17.1458, 20.0042
O, 0.3534, 6.6076, 12.3007
O, 5.754, 0.3985, 13.2
O, -0.1373, 3.4267, 22.4623
O, 10.6564, 4.0535, 16.569
O, 6.5838, 6.09, 13.1743
O, 6.7528, 9.1682, 11.8948
O, 4.5431, -1.9626, 13.2724
O, 8.0547, 13.1521, 20.1956
O, 5.5402, 1.6374, 18.3789
O, 9.5874, 0.0472, 20.1592
O, 5.4726, 9.1039, 22.2757
O, 3.5738, 1.0786, 14.474
O, 4.7361, -0.4348, 10.9518
O, 2.918, 12.7411, 18.2068
O, 9.2322, 9.0244, 11.2369
O, 11.8131, 9.913, 20.9563
O, 7.9924, 2.7565, 17.6456
O, 10.538, 8.8494, 18.8817
O, 10.4817, 4.4783, 10.3414
O, 11.6784, 11.307, 18.6617
O, 4.4079, 3.7696, 19.3383
O, 12.6178, 11.385, 16.2178
O, 6.1218, 1.8958, 10.3535
O, 1.3292, 6.3561, 9.5764
O, -3.3199, 0.2706, 18.3761
O, 12.3577, 12.449, 21.6151
O, 4.2656, 6.6517, 24.4744
O, 4.5049, 14.2932, 16.6543
O, 9.6367, 0.2378, 12.7947
O, -2.3614, 4.9459, 22.0925
O, 10.9449, 2.356, 11.8436

Results
free energy: -135752.792 eV
free energy less fixed offsets of O -569.03, Si -635.61 eV per atom: -3.962 eV

Forces (eV/angstrom), in the order of the atoms: element, x, y, z
Si, -0.0047, 0.0104, -0.026
Si, -0.0014, 0.0176, 0.0121
Si, 0.0028, -0.0077, -0.0019
Si, 0.0104, -0.0017, 0.0065
Si, -0.0426, -0.0164, 0.0033
Si, 0.0032, 0.005, -0.021
Si, 0.005, -0.0127, 0.0481
Si, -0.0107, -0.0194, -0.0312
Si, -0.0156, -0.0249, -0.0003
Si, -0.0263, 0.0012, -0.0198
Si, -0.0155, -0.0465, 0.0199
Si, 0.0052, -0.0061, -0.0259
Si, 0.0448, 0.0398, -0.014
Si, 0.017, 0.0125, -0.011
Si, 0.0044, -0.0506, -0.03
Si, -0.0272, -0.0044, 0.045
Si, 0.0257, 0.0033, 0.009
Si, 0.0152, 0.0054, -0.0043
Si, -0.015, -0.0013, -0.0184
Si, -0.0034, 0.0143, -0.0244
Si, -0.0239, 0.0154, 0.0038
Si, 0.0246, -0.0079, -0.0089
Si, -0.025, 0.019, 0.0078
Si, -0.0111, 0.0053, 0.0079
Si, -0.0747, -0.33, -0.1372
Si, 0.0999, 0.2184, -0.0636
Si, -0.0451, 0.1494, 0.0533
Si, 0.1113, 0.4521, 0.3905
Si, -0.2775, 0.1845, -0.3667
Si, -0.1531, -0.1028, 0.1301
Si, 0.1308, -0.2089, -0.2238
Si, 0.0439, 0.1774, 0.3515
Si, 0.0778, 0.1093, -0.0485
Si, 0.1129, 0.0709, 0.0309
Si, -0.0921, -0.047, -0.0476
Si, 0.0426, 0.0206, 0.0068
Si, 0.1125, 0.0785, -0.0033
Si, 0.1119, -0.041, -0.0185
Si, -0.0261, -0.0222, 0.012
Si, -0.0912, -0.1132, 0.0045
Si, 0.0301, -0.0256, 0.0123
Si, -0.0559, 0.0502, 0.0006
Si, -0.0045, 0.0178, -0.0011
Si, 0.0213, 0.0082, -0.0248
Si, -0.0583, -0.0253, -0.0008
Si, -0.0451, 0.0764, 0.0292
Si, 0.0042, -0.0133, -0.008
Si, -0.0131, -0.0072, -0.0112
Si, -0.0116, 0.0066, 0.0049
Si, -0.0029, 0.0128, -0.0029
Si, -0.024, 0.0469, -0.0091
Si, 0.0791, -0.0432, -0.0103
Si, -0.0342, 0.0205, 0.0048
Si, 0.0097, -0.0673, 0.0049
Si, 0.13, -0.065, -0.0116
Si, 0.0063, 0.0145, 0.0079
Si, -0.005, 0.0994, -0.0206
Si, 0.0337, -0.0143, 0.0312
Si, -0.036, -0.0401, 0.0073
Si, -0.0815, 0.003, 0.0054
Si, 0.0107, -0.0334, 0.029
Si, 0.0173, 0.0502, 0.0257
Si, -0.0984, 0.0223, -0.0349
Si, 0.0162, -0.0275, 0.0082
Si, -0.0646, -0.3608, -0.522
Si, 0.0516, -0.1104, 0.3207
Si, 0.1936, -0.0066, -0.3339
Si, -0.3778, -0.3304, 0.329
Si, 0.026, -0.162, 0.0392
Si, 0.0833, -0.0908, -0.3299
Si, 0.2537, 0.2623, 0.2847
Si, -0.0849, 0.2287, 0.0113
Si, 0.0154, 0.0004, 0.0303
Si, -0.0165, 0.0117, -0.0342
Si, 0.0246, -0.0018, 0.0259
Si, -0.0038, 0.0032, -0.0208
Si, 0.0194, 0.0036, -0.0155
Si, -0.0152, 0.017, 0.0364
Si, 0.0126, 0.0003, -0.0267
Si, -0.0116, 0.0165, 0.004
Si, -0.003, 0.027, -0.0048
Si, 0.073, 0.0605, 0.0232
Si, 0.0015, -0.048, 0.0219
Si, -0.0167, -0.0149, -0.0308
Si, -0.0135, -0.023, 0.0127
Si, -0.0385, -0.0112, -0.0187
Si, 0.0204, 0.0007, 0.0017
Si, -0.0174, -0.0502, 0.0131
Si, -0.0314, 0.013, 0.0348
Si, 0.0064, -0.0012, -0.0609
Si, -0.0003, 0.0094, -0.0281
Si, -0.0103, 0.021, 0.0226
Si, 0.0178, 0.0077, -0.0036
Si, -0.0125, -0.0033, 0.0376
Si, -0.0222, 0.0064, 0.0343
Si, 0.0191, -0.0606, 0.0326
O, 0.0003, -0.0269, -0.0345
O, 0.0093, 0.0069, -0.0619
O, 0.0222, -0.0088, -0.0112
O, -0.0361, -0.0244, 0.0548
O, 0.0126, 0.029, 0.0025
O, -0.0084, -0.0095, -0.0085
O, -0.0046, -0.0047, 0.0484
O, 0.0063, -0.0048, 0.0294
O, -0.0135, -0.0026, 0.0233
O, 0.0133, 0.0076, 0.0122
O, -0.0124, 0.0203, 0.0427
O, -0.006, -0.0024, -0.0038
O, 0.0138, 0.0089, -0.0014
O, 0.0305, -0.018, 0.0362
O, -0.0192, 0.0074, 0.0136
O, -0.0127, -0.0087, 0.0016
O, 0.0069, -0.0089, 0.0281
O, 0.0098, -0.0098, -0.0418
O, -0.0126, -0.0155, -0.0091
O, -0.0031, -0.0162, -0.0166
O, -0.0136, 0.0144, -0.0015
O, -0.0024, 0.0139, -0.0359
O, 0.019, 0.0011, -0.0078
O, -0.0019, -0.0187, -0.0038
Si, 0.0061, 0.0003, 0.0022
Si, -0.0135, -0.0037, 0.004
Si, -0.0032, -0.0036, 0.0098
Si, 0.0058, 0.0069, -0.0038
Si, -0.0045, 0.0033, -0.0049
Si, 0.0015, -0.0003, 0.0063
Si, 0.0004, 0.0062, 0.0035
Si, -0.0059, -0.0068, -0.0062
Si, -0.0037, -0.0009, -0.0053
Si, 0.0059, -0.0014, 0.0047
Si, 0.0101, 0.0044, -0.0183
Si, 0.0004, -0.0003, 0.0023
Si, -0.0038, -0.0045, -0.0082
Si, 0, -0.0025, -0.0022
Si, -0.0057, 0.0002, -0.0019
Si, 0.0024, 0.0007, 0.0014
Si, -0.005, 0.0051, 0.0132
Si, 0.0029, -0.0016, -0.0017
Si, 0.0073, -0.0044, -0.007
Si, -0.0003, 0.0034, -0.0015
Si, -0.002, -0.0015, -0.0037
Si, -0.0027, -0.0021, 0.0133
Si, -0.005, -0.0005, -0.0033
Si, 0.002, 0.0018, 0.001
Si, 0.0183, -0.015, -0.0256
Si, 0.0036, -0.0027, 0.0034
Si, -0.0089, 0.0104, -0.0032
Si, 0.0064, -0.005, -0.002
Si, 0.0019, -0.0083, -0.0084
Si, 0.0013, -0.005, -0.0052
Si, 0.0068, -0.0008, 0.0156
Si, -0.0031, -0.003, 0.0092
Si, 0.0041, 0.0042, -0.0019
Si, -0.0084, 0.0022, -0.0029
Si, 0.009, -0.0022, -0.0061
Si, 0.0018, 0.0033, -0.0113
Si, -0.0077, 0.0006, -0.0145
O, -0.0036, -0.0175, 0.0051
O, 0.0303, -0.0183, 0.0146
O, 0.008, -0.015, -0.0075
O, 0.017, -0.0251, 0.0175
O, 0.0062, 0.0124, -0.0082
O, -0.0081, 0.0046, -0.0147
O, -0.0134, 0.0177, -0.017
O, 0.0229, 0.001, -0.0039
O, -0.0161, 0.0134, -0.0093
O, 0.0111, -0.0094, -0.0237
O, -0.0096, 0.0127, 0.0182
O, 0.009, -0.0223, -0.0071
O, -0.0029, -0.0222, 0.0059
O, 0.026, -0.0118, -0.0004
O, -0.0113, -0.0102, 0.0029
O, -0.0195, -0.0079, 0.0136
O, -0.0042, 0.0191, 0.0027
O, -0.0049, 0.0005, 0.0111
O, 0.0048, 0.0058, 0.023
O, 0.0202, -0.006, 0.0012
O, -0.0155, 0.0253, 0.018
O, 0.0091, 0.0077, -0.0099
O, -0.0095, -0.0166, 0.0046
O, 0.0002, 0.0156, -0.0042
O, 0.0309, -0.0007, -0.0122
O, -0.0042, -0.02, 0.0102
O, -0.0355, 0.0137, 0.0051
O, 0.0023, 0.0114, -0.0081
O, -0.0256, -0.0248, -0.0126
O, -0.0253, -0.0036, -0.0178
O, -0.003, 0.0128, 0.0278
O, -0.0197, -0.0072, -0.0044
O, -0.0143, 0.0145, 0.0198
O, -0.0291, 0.0024, 0.0058
O, -0.0215, -0.0021, -0.0038
O, 0.0016, 0.0099, 0.0283
O, -0.0264, -0.0011, -0.0146
O, 0.026, 0.0273, -0.0176
O, 0.0069, 0.0084, 0.0047
O, 0.0253, -0.0064, 0.009
O, -0.0033, -0.0024, -0.0144
O, 0.0036, 0.0001, 0.005
O, -0.0047, -0.0126, -0.0311
O, -0.0121, 0.0266, -0.0181
O, -0.0002, -0.0056, -0.0136
O, 0.008, 0.0181, 0.0055
O, -0.0077, 0.0115, -0.0117
O, 0.0127, 0.0167, 0.027
O, 0.011, -0.0109, -0.0113
O, -0.0156, -0.0006, 0.0253
O, -0.0019, 0.0228, -0.0066
O, -0.0006, 0.0007, 0.0384
O, 0.0126, 0.0169, -0.0083
O, -0.0104, -0.0196, -0.0008
O, 0.0113, -0.0266, 0.0095
O, 0.0252, 0.0047, -0.011
O, 0.0183, 0.0173, 0.0033
O, -0.0053, 0.0128, 0.0088
O, -0.0035, 0.0181, -0.0034
O, 0.0205, 0.0225, 0.0228
O, -0.0024, -0.0003, 0.0139
O, -0.0215, 0.0143, -0.0441
O, 0.0214, -0.0265, 0.0207
O, 0.0253, -0.0045, 0.0021
O, 0.0057, -0.0087, 0.0168
O, -0.018, -0.0105, 0.0164

The program warned: the cutoff lies below the one the program advises for these potential files; the exchange-correlation potential is rough where the density is thin.
